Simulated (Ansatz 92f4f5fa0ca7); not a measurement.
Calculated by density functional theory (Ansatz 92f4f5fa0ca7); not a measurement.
Periodic cell of 469 atoms, Si304O165, from a study of silicon, its oxide and their interface. The atomic structure is a simulated model.
Doubt: the cutoff is far below the 930 eV that the study's wrapper takes by default for these files, so forces and energies are approximate.
This geometry differs little from another in the collection (a relaxation step or a small displacement).

Settings: functional PBE; potential files Ansatz PAW; basis plane waves; wave-function cutoff 580 eV; density cutoff ratio 5; exchange-correlation grid ratio 1; k mesh 1 x 1 x 1, Gamma-centred; self-consistency stop 5e-08 eV per atom in the density residual; occupations fixed; spin none; net charge 0.

Cell vectors (angstrom)
a	15.4691	0	0
b	0	15.4691	0
c	-7.2634	1.0387	34.9434

Atoms and the computed forces on them: element, x, y, z (angstrom), force x, y, z (eV/angstrom)
Si	-6.078	-2.915	24.953	0.003	0.001	-0.001
Si	-2.195	-3.439	24.419	-0.017	-0.002	0.027
Si	-1.481	-6.506	24.945	0.003	-0.007	0.012
Si	-7.872	0.771	25.917	-0.001	0.001	0
Si	-7.738	4.856	26.18	0.001	0	-0.002
Si	-8.017	-6.698	26.269	0	0.002	-0.001
Si	-7.842	-2.946	26.453	-0.006	0.001	0.004
Si	-3.067	1.006	26.087	0.001	-0.004	0.003
Si	-3.171	5.007	26.111	0.004	0.005	0.004
Si	-3.49	-6.652	26.169	0.004	0	0.002
Si	-3.876	-2.893	26.002	-0.004	0	0.001
Si	0.072	1.14	26.24	-0.002	0.001	0
Si	0	4.966	26.077	-0.006	-0.005	-0.011
Si	0.567	-6.602	26.121	0.001	0	-0.003
Si	0.421	-2.67	25.972	0.001	-0.005	0.008
Si	-10.312	0.965	25.976	-0.002	-0.001	-0.001
Si	-10.197	4.955	26.063	-0.001	0	0.001
Si	-10.465	-6.707	26.27	-0.002	0.001	0.002
Si	-10.233	-2.948	26.082	0.002	-0.002	0.002
Si	-7.304	2.789	27.26	-0.001	-0.001	0.001
Si	-7.343	6.806	27.457	-0.002	0	0.002
Si	-7.382	-4.877	27.662	-0.001	-0.002	-0.002
Si	-7.355	-0.919	27.518	0.006	-0.001	-0.003
Si	-3.406	2.986	27.365	0.003	0	0
Si	-3.438	6.881	27.496	0.003	-0.003	0.001
Si	-3.499	-4.717	27.486	0.002	-0.002	0
Si	-3.42	-0.964	27.348	0.004	0	-0.001
Si	0.397	3.086	27.474	0	-0.002	0.003
Si	0.453	6.89	27.399	0.002	0.005	0.006
Si	0.509	-4.629	27.375	-0.005	0.003	-0.001
Si	0.463	-0.842	27.445	0.001	-0.001	0.001
Si	-10.956	2.96	27.214	0	0	0.001
Si	-10.992	6.782	27.407	-0.002	-0.001	0.001
Si	-10.976	-4.75	27.489	0.005	0.002	-0.005
Si	-10.984	-0.951	27.25	0.001	0	0.001
Si	-9.163	2.908	28.763	0.001	-0.001	-0.003
Si	-9.194	6.791	28.907	0.001	-0.001	0
Si	-9.236	-4.792	29.031	-0.001	0.001	0.002
Si	-9.245	-0.887	28.873	-0.004	-0.002	0.003
Si	-5.368	2.921	28.682	0.001	0	-0.001
Si	-5.381	6.817	28.799	0.003	0	-0.001
Si	-5.368	-4.801	28.878	0.002	-0.001	0.002
Si	-5.333	-0.888	28.754	-0.001	0.001	0.002
Si	-1.516	3.015	28.842	-0.002	0.001	-0.005
Si	-1.463	6.909	28.814	-0.003	-0.003	-0.005
Si	-1.462	-4.704	28.747	0	-0.001	-0.002
Si	-1.49	-0.921	28.784	-0.004	0	-0.001
Si	2.484	2.994	28.635	0.001	0	-0.002
Si	2.443	6.798	28.702	0.002	-0.001	-0.001
Si	2.449	-4.706	28.735	-0.001	-0.001	0.003
Si	2.488	-0.892	28.67	0.002	0.001	0
Si	-9.21	1.043	30.193	0.002	0	0
Si	-9.185	4.834	30.178	0	0.001	0
Si	-9.206	8.712	30.252	0.002	0.001	0
Si	-9.203	-2.804	30.233	0.001	0	-0.002
Si	-5.329	1.038	30.134	-0.001	-0.001	-0.001
Si	-5.357	4.854	30.119	-0.002	0	0
Si	-5.337	8.73	30.19	-0.001	0.001	0
Si	-5.345	-2.816	30.155	-0.001	0.001	0
Si	-1.479	1.037	30.152	0.001	-0.001	0.002
Si	-1.474	4.953	30.174	0	0.002	0.001
Si	-1.461	8.834	30.153	0.001	0.002	0.002
Si	-1.464	-2.82	30.168	0.001	0.001	0.001
Si	2.44	1.054	30.071	0	-0.001	0.001
Si	2.43	4.884	30.107	0.001	0	0
Si	2.422	8.772	30.087	0	0.001	0
Si	2.428	-2.793	30.124	-0.001	-0.001	0
Si	-7.263	1.039	31.525	0.088	-0.011	-0.021
Si	-7.263	4.906	31.525	0.089	-0.217	0.078
Si	-7.263	8.773	31.525	0.103	-0.123	0.481
Si	-7.263	-2.828	31.525	0.122	0.175	0.326
Si	-3.396	1.039	31.525	-0.093	0.008	-0.049
Si	-3.396	4.906	31.525	-0.267	0.018	-0.124
Si	-3.396	8.773	31.525	0.072	0.019	0.064
Si	-3.396	-2.828	31.525	-0.103	-0.006	-0.021
Si	0.471	1.039	31.525	0.19	-0.016	-0.508
Si	0.471	4.906	31.525	0.186	-0.043	-0.278
Si	0.471	8.773	31.525	0.217	0.083	-0.309
Si	0.471	-2.828	31.525	0.188	0.083	-0.193
Si	4.338	1.039	31.525	-0.204	0.136	0.007
Si	4.338	4.906	31.525	-0.032	-0.176	-0.062
Si	4.338	8.773	31.525	-0.411	-0.141	0.248
Si	4.338	-2.828	31.525	-0.231	0.119	0.303
Si	0	1.934	3.417	0.101	-0.018	-0.225
Si	0	5.801	3.417	0.356	-0.016	-0.214
Si	0	-5.801	3.417	0.034	-0.124	-0.1
Si	0	-1.934	3.417	0.28	-0.095	-0.29
Si	3.867	1.934	3.417	0.119	0.182	-0.082
Si	3.867	5.801	3.417	0	-0.018	0.114
Si	3.867	-5.801	3.417	-0.001	-0.041	-0.235
Si	3.867	-1.934	3.417	-0.06	0.161	-0.072
Si	7.734	1.934	3.417	0.121	-0.082	0.326
Si	7.734	5.801	3.417	0.067	-0.056	0.34
Si	7.734	-5.801	3.417	0.107	0.118	0.195
Si	7.734	-1.934	3.417	0.068	0.17	0.324
Si	11.602	1.934	3.417	-0.205	-0.045	0.085
Si	11.602	5.801	3.417	-0.397	-0.016	-0.101
Si	11.602	-5.801	3.417	-0.142	0.006	0.11
Si	11.602	-1.934	3.417	-0.392	0.012	-0.098
Si	-1.929	1.833	4.744	0.001	0.001	0.001
Si	-1.932	5.719	4.693	0	0	-0.002
Si	-1.933	-5.822	4.767	0	-0.002	-0.001
Si	-1.936	-1.972	4.699	-0.001	-0.001	0
Si	1.942	1.997	4.762	0.001	-0.002	0.001
Si	1.942	5.814	4.814	0	0	0.001
Si	1.941	-5.877	4.766	0.001	0.002	0.001
Si	1.936	-1.96	4.788	-0.001	0.001	0.001
Si	5.799	1.958	4.795	-0.001	-0.001	0
Si	5.795	5.82	4.806	0.001	0	0
Si	5.788	-5.712	4.763	-0.002	0.001	0
Si	5.785	-1.839	4.786	0	0.001	0.001
Si	9.674	1.952	4.852	0.001	-0.001	0
Si	9.668	5.82	4.851	0	0	0
Si	9.672	-5.803	4.84	0	0	0
Si	9.67	-1.917	4.85	0	-0.001	0
Si	-1.928	-0.124	6.098	-0.002	-0.002	-0.002
Si	-1.902	3.78	6.013	0.001	-0.001	0.001
Si	-1.937	-7.84	6.002	0	0.001	0.001
Si	-1.943	-3.835	6.08	0	0.002	0.002
Si	1.92	0.054	6.053	0	0.001	-0.003
Si	1.961	3.901	6.202	0.001	0	0
Si	1.978	-7.751	6.239	0.001	0	0
Si	1.963	-3.97	6.097	0	-0.002	-0.002
Si	5.754	0.075	6.225	0.004	0	-0.003
Si	5.824	3.865	6.196	0	0.001	0.001
Si	5.788	-7.641	6.089	0.001	0	0.003
Si	5.739	-3.75	6.128	0.005	0	-0.003
Si	9.709	0.023	6.271	0.001	0.001	-0.002
Si	9.688	3.897	6.27	0.001	0	0
Si	9.645	-7.715	6.283	0	0	0
Si	9.654	-3.867	6.236	0	0.001	-0.001
Si	0.013	-0.039	7.414	0.003	-0.001	0.004
Si	-0.049	3.767	7.46	0	0	-0.001
Si	-0.063	-7.864	7.435	-0.001	0.001	-0.001
Si	0.017	-3.886	7.389	0	0.002	0
Si	3.725	0.054	7.545	-0.005	-0.002	0.006
Si	3.888	3.891	7.602	0	-0.001	-0.001
Si	3.962	-7.647	7.598	0	0	-0.002
Si	3.829	-3.86	7.56	-0.004	-0.001	0.003
Si	7.713	0.18	7.584	-0.002	-0.001	0.002
Si	7.72	4.062	7.65	-0.002	0.001	0
Si	7.607	-7.539	7.587	-0.002	0	-0.002
Si	7.638	-3.738	7.521	-0.001	0.002	0.001
Si	-3.732	-0.111	7.619	0.001	0	0.001
Si	-3.717	3.749	7.497	0	-0.002	-0.002
Si	-3.758	-7.856	7.495	0.001	-0.003	-0.001
Si	-3.806	-3.882	7.542	0.001	0	-0.002
Si	-0.548	1.827	8.763	0	-0.001	0
Si	-0.617	5.672	8.734	0.001	-0.001	0.003
Si	-0.655	-5.871	8.513	0	-0.003	-0.002
Si	0.701	-1.96	8.613	-0.008	-0.001	0.001
Si	3.383	1.958	8.956	0	-0.001	-0.002
Si	4.574	5.862	8.802	-0.002	0	0.003
Si	4.442	-5.716	8.961	-0.001	0	0
Si	3.099	-1.923	8.733	0.008	0.003	0.001
Si	4.988	1.757	10.637	-0.002	0.002	-0.002
Si	7.062	6.047	8.882	0.002	0.001	-0.001
Si	6.919	-5.561	8.839	0.001	0.001	0.001
Si	7.469	-1.773	8.861	0.002	0	0
Si	-3.07	1.829	8.802	-0.001	0.001	0.002
Si	-3.051	5.644	8.698	0	0.001	-0.007
Si	-3.071	-5.868	8.544	0.001	0.003	0.001
Si	-3.513	-2.066	9.064	0.008	-0.002	0.005
Si	1.304	1.895	10.3	-0.001	-0.001	0.002
Si	7.726	2.136	9.004	0	0.002	0.002
Si	-12.03	-6.329	24.561	-0.001	-0.002	0
Si	-7.263	-0.895	32.892	0.072	-0.009	0.028
Si	-7.263	2.972	32.892	0.063	0.032	0.021
Si	-7.263	6.839	32.892	0.042	0.058	0.022
Si	-7.263	-4.762	32.892	0.039	-0.003	0.001
Si	-3.396	-0.895	32.892	-0.05	-0.003	0.004
Si	-3.396	2.972	32.892	-0.007	-0.015	-0.008
Si	-3.396	6.839	32.892	-0.047	-0.003	0.006
Si	-3.396	-4.762	32.892	-0.081	-0.006	0.002
Si	0.471	-0.895	32.892	0.073	-0.033	-0.015
Si	0.471	2.972	32.892	0.039	0.021	-0.024
Si	0.471	6.839	32.892	0.069	-0.022	-0.027
Si	0.471	-4.762	32.892	0.126	-0.017	-0.017
Si	4.338	-0.895	32.892	-0.093	-0.03	0.018
Si	4.338	2.972	32.892	-0.11	0.007	0.024
Si	4.338	6.839	32.892	-0.087	0.048	0.003
Si	4.338	-4.762	32.892	-0.074	0.006	-0.008
Si	-5.33	-0.895	34.259	-0.015	0.015	0.015
Si	-5.33	2.972	34.259	-0.014	-0.016	0.009
Si	-5.33	6.839	34.259	-0.022	-0.004	0.024
Si	-5.33	-4.762	34.259	0.013	0.009	0.023
Si	-1.463	-0.895	34.259	-0.011	0.033	-0.018
Si	-1.463	2.972	34.259	-0.005	-0.009	-0.018
Si	-1.463	6.839	34.259	0.025	-0.045	-0.025
Si	-1.463	-4.762	34.259	0.002	-0.005	-0.023
Si	2.405	-0.895	34.259	0.026	0.031	0.013
Si	2.405	2.972	34.259	0.023	-0.002	0.008
Si	2.405	6.839	34.259	0.015	-0.048	0.011
Si	2.405	-4.762	34.259	-0.01	0.01	0.018
Si	-9.197	-0.895	34.259	0.002	0.034	-0.001
Si	-9.197	2.972	34.259	-0.005	-0.018	0.002
Si	-9.197	6.839	34.259	-0.017	-0.027	-0.009
Si	-9.197	-4.762	34.259	-0.013	-0.008	-0.002
Si	1.934	0	0.683	0.021	0.012	-0.025
Si	1.934	3.867	0.683	0.015	-0.037	-0.018
Si	1.934	7.734	0.683	-0.019	0.01	-0.009
Si	1.934	-3.867	0.683	-0.004	0.026	-0.024
Si	5.801	0	0.683	-0.012	0.006	0.03
Si	5.801	3.867	0.683	-0.006	0.014	0.011
Si	5.801	7.734	0.683	-0.021	-0.023	-0.006
Si	5.801	-3.867	0.683	-0.002	-0.01	0.02
Si	9.668	0	0.683	-0.016	-0.003	-0.021
Si	9.668	3.867	0.683	-0.029	-0.043	-0.007
Si	9.668	7.734	0.683	0.016	0.014	0
Si	9.668	-3.867	0.683	0.008	0.019	-0.018
Si	-1.934	0	0.683	-0.002	0.012	0.029
Si	-1.934	3.867	0.683	0.007	0.054	0.002
Si	-1.934	7.734	0.683	0.02	-0.007	-0.013
Si	-1.934	-3.867	0.683	0.004	-0.015	0.008
Si	0	0	2.05	0.166	0.027	-0.021
Si	0	3.867	2.05	0.038	0.007	-0.029
Si	0	7.734	2.05	-0.026	0.028	-0.016
Si	0	-3.867	2.05	0.08	0.042	-0.012
Si	3.867	0	2.05	-0.082	-0.038	-0.006
Si	3.867	3.867	2.05	0.024	-0.041	-0.015
Si	3.867	7.734	2.05	0.066	0.021	-0.004
Si	3.867	-3.867	2.05	-0.061	-0.026	0.003
Si	7.734	0	2.05	0.096	-0.006	0.002
Si	7.734	3.867	2.05	0.06	0	0.032
Si	7.734	7.734	2.05	0.008	-0.008	0.028
Si	7.734	-3.867	2.05	0.079	-0.052	0.016
Si	11.602	0	2.05	-0.156	0.005	-0.015
Si	11.602	3.867	2.05	-0.107	0.022	-0.009
Si	11.602	7.734	2.05	-0.041	-0.006	0.008
Si	11.602	-3.867	2.05	-0.116	0.019	-0.001
Si	-8.564	-1.089	21.047	-0.001	-0.001	0.002
Si	-7.082	-0.177	23.683	-0.001	-0.005	0
Si	-5.979	-5.928	24.168	-0.003	0	0
Si	-4.673	1.629	23.432	0.003	-0.003	-0.001
Si	-5.476	4.647	23.993	-0.001	0.006	-0.001
Si	-2.03	-7.841	22.314	0	0	0.001
Si	1.403	1.071	23.395	0	0	-0.001
Si	2.43	-7.724	22.147	0.002	-0.002	0.001
Si	2.038	-2.06	23.368	0.002	0	0
Si	-11.161	1.92	23.13	0.002	0.001	0.001
Si	1.627	5.272	23.33	0.002	0	0
Si	-11.829	5.816	19.874	0	-0.001	0.001
Si	-10.957	-3.508	23.852	0.001	-0.001	0.002
Si	-0.571	-2.216	10.523	0.002	0.001	-0.004
Si	-0.685	1.366	14.902	-0.001	0.001	0
Si	0.673	4.787	11.544	0.001	-0.002	-0.002
Si	0.398	-5.143	11.325	-0.002	0.003	0.002
Si	3.343	-9.081	11.709	0	0	-0.002
Si	3.452	-5.882	11.216	0.004	0	-0.002
Si	5.065	-1.399	10.775	0.001	0	0
Si	8.021	-8.897	11.042	-0.008	0.018	-0.016
Si	-3.892	-6.14	10.676	0.004	0	-0.007
Si	4.81	-5.092	13.957	0	0.001	0
Si	-5.254	1.634	10.985	0.001	0	-0.002
Si	-4.239	2.701	13.522	0.002	-0.001	0.001
Si	8.623	-5.73	11.424	-0.002	0	0.001
Si	9.66	-1.487	11.175	-0.001	-0.001	0
Si	-8.85	-6.521	19.822	0	-0.001	0.002
Si	5.95	5.648	13.299	-0.003	-0.005	0.01
Si	1.618	-0.455	19.521	0	0.002	0
Si	-4.73	3.077	16.415	0.001	0.001	-0.002
Si	-7.221	1.482	16.964	-0.003	0.001	-0.001
Si	9.375	-3.605	13.546	0.001	0.001	0.001
Si	5.888	-7.657	15.405	0	-0.002	-0.001
Si	-1.796	-6.124	13.013	0.001	-0.002	-0.001
Si	5.389	-2.19	13.69	-0.001	0.001	0.003
Si	-1.77	-7.086	18.098	0	0	0
Si	1.059	-6.749	17.256	0.002	0	-0.001
Si	-3.24	1.577	20.601	0.003	0.002	-0.002
Si	-4.085	4.169	19.142	0.002	0	0.001
Si	1.131	4.181	20.494	0	0	-0.002
Si	-6.103	5.678	21.014	-0.001	0.001	0
Si	-9.219	6.073	21.201	0	0	0.001
Si	-4.444	-9.261	11.3	0.009	0.013	-0.008
Si	2.783	-4.302	16.212	0	0	0
Si	-3.906	-1.38	19.473	0.002	-0.001	0.001
Si	3.495	3.435	16.122	0	-0.001	0
Si	-10.041	1.721	17.634	0	0	0
Si	4.999	2.812	13.53	0.001	-0.002	0
Si	-3.394	-4.461	14.926	0.003	0	-0.004
Si	2.444	-1.554	14.692	0.001	0.001	0
Si	-12.199	6.553	16.833	0	-0.001	0
Si	8.793	-3.376	16.588	0.001	0	0
Si	-1.437	5.84	19.997	0.002	-0.003	0.001
Si	-4.304	-7.149	16.31	-0.001	-0.002	0
Si	-7.226	-6.498	17.284	0.001	0.001	0
Si	-10.639	4.902	23.739	0.002	0.001	0.002
Si	-3.058	-8.851	14.011	0.004	-0.002	0.001
Si	-3.565	0.559	15.385	0.001	0	-0.003
Si	-0.124	1.534	20.844	0.001	0.001	-0.001
Si	-2.331	-3.274	21.282	-0.001	-0.006	-0.01
Si	6.23	0.414	15.109	0	-0.001	-0.001
Si	0.614	-2.978	20.72	0.001	-0.002	-0.002
Si	-2.531	-5.51	20.518	0	-0.004	-0.001
Si	-9.293	-3.909	21.161	0	-0.003	0
Si	-3.789	-2.207	16.644	0	0	-0.002
Si	1.801	0.822	16.59	-0.002	0	0
Si	-11.037	0.472	20.417	0	-0.001	0
Si	-6.824	-1.063	18.521	-0.001	0	0
Si	-1.559	4.057	13.782	-0.003	-0.001	0.001
Si	-4.828	-7.136	21.597	0.002	-0.004	-0.001
Si	0.589	-0.207	12.514	-0.001	-0.002	0
Si	-11.102	-4.74	18.953	0.002	0.001	0
Si	1.615	-5.745	20.09	0.001	-0.001	0.001
O	-5.95	-4.298	24.061	0	0.002	-0.001
O	1.337	6.828	22.939	-0.002	0.002	-0.001
O	-10.1	-6.045	18.841	0.001	-0.001	0
O	-3.519	0.089	20.033	0	0	-0.001
O	-3.922	0.902	24.681	0.001	-0.002	0.002
O	-3.69	1.761	22.155	0	-0.001	0
O	-4.794	-6.519	25.127	0.001	-0.002	0
O	-1.471	1.04	25.648	0	-0.001	0.001
O	-12.225	5.163	23.454	0	-0.001	-0.001
O	-4.195	5.25	24.825	0.004	0.002	0
O	-0.936	-2.582	25.035	0.021	0.024	0.005
O	1.661	-2.554	24.884	0.007	0.001	-0.003
O	-10.787	0.908	24.367	0.001	-0.001	0.002
O	-1.39	-7.694	23.795	0.002	-0.005	-0.005
O	1.957	-6.638	25.201	0.003	-0.001	0.001
O	-11.821	-2.264	23.225	-0.001	0	-0.002
O	-0.039	5.571	10.297	-0.003	0.002	-0.001
O	1.282	3.337	11.098	0.001	-0.002	0
O	-0.029	-6.029	10.034	0	-0.003	-0.002
O	6.96	-9.566	12.067	-0.01	-0.006	-0.003
O	3.898	-9.713	10.315	0.003	-0.001	-0.004
O	3.829	-1.829	13.911	0.001	0	0
O	-7.804	-0.547	19.712	0.001	0	0
O	3.55	-1.883	10.361	-0.002	0	-0.001
O	6.47	2.22	10.081	0.001	0	-0.001
O	9.124	2.123	9.88	0	0	0
O	-3.174	-7.518	17.411	0.004	0	0.004
O	7.487	-5.212	10.376	0	0	-0.001
O	5.919	-1.802	9.44	-0.001	-0.001	-0.002
O	8.368	-1.725	10.227	-0.001	0	0
O	-1.97	0.419	15.182	0	0	0.001
O	3.736	3.126	14.526	0	0	-0.001
O	-4.536	-2.078	10.352	0	0.001	-0.002
O	-2.054	-2.226	9.817	-0.004	0	-0.002
O	-3.561	-2.494	20.581	-0.003	0.002	-0.004
O	-10.138	-0.853	20.692	0.002	0	-0.001
O	-7.722	5.463	20.974	0	-0.001	-0.001
O	-10.652	3.132	17.052	0	0	0
O	2.188	-2.831	15.723	0	-0.001	0.001
O	-4.528	-3.979	13.849	-0.001	0.002	-0.002
O	-5.963	0.767	22.968	0	0	-0.003
O	-5.6	0.107	11.466	0	0	0.001
O	-2.533	-3.002	22.887	-0.015	0.015	-0.023
O	1.726	-0.494	23.14	-0.001	-0.001	-0.001
O	-12.37	-5.169	19.853	-0.001	-0.001	0.001
O	-2.784	3.269	13.016	0.001	0	0.001
O	-9.927	-3.98	22.669	0	0	0.001
O	-4.098	-8.23	15.101	-0.001	-0.002	0
O	5.297	0.553	16.466	0.001	0	0
O	1.239	-6.763	18.884	0	-0.001	0.001
O	8.578	-4.876	12.834	-0.002	-0.003	-0.002
O	-10.684	1.463	21.651	0.001	0	0
O	-10.326	5.297	20.265	0.001	0	-0.001
O	-8.525	-5.316	20.879	0	0.001	-0.001
O	-4.22	-7.712	10.914	-0.002	-0.002	-0.002
O	0.257	1.009	16.162	0.001	-0.001	0.001
O	1.477	0.636	11.392	0.001	0.001	-0.002
O	6.442	-8.942	14.573	0	0.003	0.006
O	0.876	2.618	20.151	0	0	0.001
O	-0.42	4.537	12.725	0.002	0.001	-0.001
O	4.566	2.654	11.959	0	0	0
O	-4.097	-5.616	15.827	-0.003	-0.001	0.002
O	-7.448	-2.231	17.512	0.001	0	0
O	-8.458	1.97	17.906	0	0	0
O	-4.113	-6.029	20.621	0	0.001	-0.001
O	-7.155	-4.877	17.02	0	-0.001	0.001
O	-6.9	4.985	24.73	-0.004	0	0.003
O	-2.078	-5.087	14.225	0.001	0.002	0.002
O	-6.414	0.261	17.668	0.002	-0.003	0.002
O	-8.235	-2.679	21.173	0.003	0.003	-0.001
O	-12.599	0.033	20.438	0.001	0	0
O	2.399	2.34	16.645	0	0	0
O	9.4	-2.295	12.566	0	0.003	-0.003
O	-0.042	5.044	19.769	0	0.002	0
O	-0.56	-6.884	16.998	-0.002	0	0.001
O	-3.755	1.721	10.322	0	0	0
O	5.653	-6.406	14.388	0	0.002	-0.001
O	-5.816	-7.238	16.912	0.001	-0.001	0
O	-0.963	2.983	14.873	0	0	0
O	9.461	5.79	11.122	-0.007	-0.02	0.008
O	-5.352	-5.401	10.825	-0.004	0.004	0.001
O	4.415	-9.401	12.9	-0.007	0.002	0
O	-5.274	2.675	12.259	-0.001	-0.001	-0.001
O	-1.658	1.93	20.55	0	-0.001	-0.001
O	1.068	4.353	22.114	0	0	0.001
O	-12.302	-8.523	20.942	-0.002	0.002	0.001
O	-2.796	-5.677	11.797	0.003	0.002	0.002
O	-11.995	-4.751	24.122	0.001	0.001	-0.001
O	-1.622	-6.512	21.453	0	0.001	0.002
O	7.73	0.914	15.516	0	-0.001	-0.001
O	-4.18	-0.9	15.739	0	-0.001	0.002
O	6.275	-1.115	14.544	0	0	0
O	-5.101	-3.132	16.927	0.002	0	0.001
O	5.113	0.191	11.099	0	-0.003	0.001
O	-9.693	5.855	22.77	0	-0.001	0
O	-10.75	1.224	18.999	0	0	0.001
O	2.558	-0.152	15.52	0.001	0	0.001
O	-2.12	5.39	14.564	0.001	-0.001	0.001
O	-3.657	-7.899	22.444	0	0	0
O	5.673	-2.14	12.086	0	-0.001	-0.002
O	-11.888	-7.208	23.182	0	0	0.001
O	-0.544	-1.042	11.677	0.001	0.002	0.002
O	0.134	1.468	22.454	0.002	-0.001	0.002
O	-5.42	4.825	19.807	-0.001	0	0
O	-5.846	-6.439	22.642	-0.002	0.002	0.001
O	-10.376	3.325	23.368	0.001	-0.001	0
O	1.905	5.716	12.092	-0.001	-0.001	0.003
O	1.357	-1.297	13.481	-0.001	0.001	-0.001
O	-7.413	-6.478	24.732	-0.002	-0.001	0.001
O	1.456	-2.078	19.642	0	-0.002	0
O	-3.979	-9.497	12.83	0.01	-0.005	0.023
O	-3.535	5.341	10.272	0.01	-0.011	-0.009
O	7.041	-7.201	16.445	-0.001	-0.001	-0.001
O	-0.946	-2.533	20.808	0.004	0.004	-0.002
O	-0.244	-3.643	11.268	-0.001	0	0.001
O	-1.591	4.982	25.581	-0.001	-0.001	0.001
O	-4.186	4.171	17.499	0.001	0	-0.001
O	-1.711	-5.007	24.265	0.005	-0.019	-0.007
O	3.169	-7.467	11.545	0.001	-0.001	0.001
O	-7.557	-6.774	18.862	0	-0.001	0.001
O	4.425	-5.246	12.375	0.001	-0.001	0
O	-4.031	2.624	19.65	0	-0.002	0.002
O	3.061	5.012	16.278	0	0	0
O	-8.2	-0.383	22.485	0.001	0.001	0.001
O	-4.673	3.587	14.848	0	-0.001	0
O	-3.136	-1.693	18.051	0.001	-0.001	-0.001
O	0.921	4.845	24.718	-0.003	0	0.007
O	2.026	-5.07	11.362	0.001	0.002	0.002
O	-5.695	-8.229	20.759	0.001	0.001	-0.002
O	0.577	-4.505	20.164	0	0.001	0
O	1.266	-2.923	22.219	0.001	0.001	0.004
O	-0.067	0.948	13.454	0.001	-0.001	0
O	-11.804	6.484	18.405	0.001	0.001	0
O	-2.023	-5.709	18.96	0	-0.001	-0.001
O	1.572	-5.311	16.655	0.001	0.001	0
O	-1.368	-8.308	19.077	0	0.002	-0.003
O	1.075	1.291	24.958	0	0	0.001
O	-0.224	-5.935	12.613	0.001	-0.001	0.001
O	1.871	0.046	18.008	0.001	0	-0.001
O	-6.314	-1.61	23.968	-0.002	0.002	0
O	5.691	1.402	13.94	-0.001	0.002	0
O	-5.493	-1.587	19.26	-0.001	0	0
O	1.895	-8.025	16.64	0	0	0
O	-2.809	-3.207	15.807	0.001	0.002	0.002
O	-3.865	1.684	16.543	0	-0.001	0.001
O	4.481	-8.109	16.099	0.001	0	0.001
O	-12.791	2.039	23.072	-0.001	0	-0.001
O	-10.325	-3.643	19.894	0	0	-0.001
O	3.492	-4.985	14.913	0.001	0	0
O	-2.736	4.954	19.593	-0.002	-0.001	-0.001
O	-9.205	-7.829	20.728	0	-0.001	0
O	-5.53	5.216	22.475	0.001	-0.001	0.002
O	8.613	-3.231	14.958	-0.001	0	-0.002
O	-4.187	1.126	13.988	0	0.001	0.002
O	-5.244	3.045	23.962	-0.003	-0.003	-0.001
O	8.319	-7.342	11.564	0	0.001	-0.001
O	-12.873	4.565	19.897	0	0	0.001
O	-1.524	6.268	21.575	0.001	0.001	0
O	6.036	4.064	13.679	0	-0.001	0.002
O	1.572	-6.498	21.523	0	0	-0.001
O	-11.608	-4.188	17.48	0	0	0
O	-2.072	-7.672	13.445	0.002	0	0
O	0.222	0.121	20.127	0	0	0.001
O	-6.285	2.777	16.769	0	0.001	0.001
O	5.692	-3.723	14.169	0	-0.001	0

Results
free energy: -287102.186 eV
free energy less fixed offsets of O -568.88, Si -635.61 eV per atom: -11.546 eV

The program warned: the cutoff lies below the one the program advises for these potential files; the forces do not sum to zero within the program's tolerance; the exchange-correlation potential is rough where the density is thin.
